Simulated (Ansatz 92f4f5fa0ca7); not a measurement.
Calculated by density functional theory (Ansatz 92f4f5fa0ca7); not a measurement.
Periodic cell of 216 atoms, Si132O76H8, from a study of silicon, its oxide and their interface. The atomic structure is a simulated model.
Doubt: the cutoff is low for norm-conserving oxygen, so forces and energies are approximate.
This geometry differs little from another in the collection (a relaxation step or a small displacement).

Settings
functional: HSE06
potential files: SPMS norm-conserving
basis: plane waves
wave-function cutoff: 800 eV
density cutoff ratio: 4
exchange-correlation grid ratio: 1
k mesh: 1 x 1 x 1, Gamma-centred
occupations: fixed
spin: none
net charge: 0

Cell vectors (angstrom)
a, 10.938, 0, 0
b, 0, 10.938, 0
c, 0, 0, 31.5529

Atoms: element, x, y, z (angstrom)
Si, 10.3883, 0.4611, 24.2343
Si, 6.0581, 10.5331, 24.2045
Si, 2.1737, 3.1588, 24.2765
Si, 8.7289, 2.2162, 24.257
Si, 0.5235, 4.9245, 24.2225
Si, 4.7319, 5.6701, 23.9571
Si, 3.336, 7.714, 24.1006
Si, 7.6331, 8.6693, 24.1164
Si, 1.2625, 1.353, 25.4524
Si, 6.9346, 1.3274, 25.504
Si, 3.975, 4.077, 25.4838
Si, 9.6515, 4.0337, 25.4376
Si, 1.4523, 6.8136, 25.3129
Si, 6.6965, 6.7425, 25.1896
Si, 4.2123, 9.5235, 25.3668
Si, 9.464, 9.5533, 25.3864
Si, 2.7513, -0.0324, 26.7052
Si, 8.2294, -0.036, 26.8684
Si, 0.0044, 2.7203, 26.871
Si, 5.4738, 2.7276, 26.7477
Si, 2.7168, 5.5069, 26.8341
Si, 8.1814, 5.4679, 26.66
Si, 0.0109, 8.188, 26.6809
Si, 5.5086, 8.1457, 26.7679
Si, 4.1018, 1.3673, 28.1347
Si, 9.5708, 1.3673, 28.1347
Si, 1.3673, 4.1018, 28.1347
Si, 6.8362, 4.1018, 28.1347
Si, 4.1018, 6.8362, 28.1347
Si, 9.5708, 6.8362, 28.1347
Si, 1.3673, 9.5708, 28.1347
Si, 6.8362, 9.5708, 28.1347
Si, 0, 0, 29.5019
Si, 5.469, 0, 29.5019
Si, 2.7345, 2.7345, 29.5019
Si, 8.2035, 2.7345, 29.5019
Si, 0, 5.469, 29.5019
Si, 5.469, 5.469, 29.5019
Si, 2.7345, 8.2035, 29.5019
Si, 8.2035, 8.2035, 29.5019
Si, 1.3673, 1.3673, 30.8692
Si, 6.8362, 1.3673, 30.8692
Si, 4.1018, 4.1018, 30.8692
Si, 9.5708, 4.1018, 30.8692
Si, 1.3673, 6.8362, 30.8692
Si, 6.8362, 6.8362, 30.8692
Si, 4.1018, 9.5708, 30.8692
Si, 9.5708, 9.5708, 30.8692
Si, 2.7345, 0, 0.6835
Si, 8.2035, 0, 0.6835
Si, 0, 2.7345, 0.6835
Si, 5.469, 2.7345, 0.6835
Si, 2.7345, 5.469, 0.6835
Si, 8.2035, 5.469, 0.6835
Si, 0, 8.2035, 0.6835
Si, 5.469, 8.2035, 0.6835
Si, 4.1018, 1.3673, 2.0507
Si, 9.5708, 1.3673, 2.0507
Si, 1.3673, 4.1018, 2.0507
Si, 6.8362, 4.1018, 2.0507
Si, 4.1018, 6.8362, 2.0507
Si, 9.5708, 6.8362, 2.0507
Si, 1.3673, 9.5708, 2.0507
Si, 6.8362, 9.5708, 2.0507
Si, 0, 0, 3.418
Si, 5.469, 0, 3.418
Si, 2.7345, 2.7345, 3.418
Si, 8.2035, 2.7345, 3.418
Si, 0, 5.469, 3.418
Si, 5.469, 5.469, 3.418
Si, 2.7345, 8.2035, 3.418
Si, 8.2035, 8.2035, 3.418
Si, 1.3501, 1.3807, 4.85
Si, 6.8148, 1.36, 4.7284
Si, 4.1072, 4.1176, 4.8278
Si, 9.5918, 4.1139, 4.7236
Si, 1.351, 6.8419, 4.686
Si, 6.8429, 6.8632, 4.871
Si, 4.0811, 9.6214, 4.7121
Si, 9.5413, 9.5796, 4.8774
Si, 2.7819, 0.0074, 6.175
Si, 8.0885, 0.0667, 6.22
Si, -0.0284, 2.8165, 6.1824
Si, 5.5208, 2.7174, 6.1463
Si, 2.695, 5.5594, 6.0922
Si, 8.3153, 5.4424, 6.1719
Si, 0.0663, 8.1407, 6.1422
Si, 5.3971, 8.3411, 6.1433
Si, 4.3931, 1.1501, 7.5194
Si, 9.0617, 1.9024, 7.3491
Si, 1.0708, 4.5292, 7.4444
Si, 7.3625, 3.6212, 7.3292
Si, 3.5921, 7.3771, 7.3025
Si, 10.1395, 6.3442, 7.4404
Si, 1.8815, 9.0832, 7.3209
Si, 6.2229, 10.1374, 7.4893
H, 1.5171, 9.4165, 8.7282
H, 3.9374, 6.9929, 8.6987
H, 6.9995, 3.9632, 8.733
H, 9.3999, 1.5687, 8.7629
O, 3.6865, 1.9576, 8.8273
O, 6.6637, 9.4125, 8.8984
O, 9.5654, 6.9566, 8.8572
O, 1.8763, 3.9795, 8.8033
H, 8.3466, 2.5603, 22.8572
H, 10.7705, 0.1476, 22.8261
H, 0.1535, 5.1987, 22.8073
H, 2.5626, 2.7892, 22.8855
O, 3.3052, 8.4027, 22.5955
O, 4.5006, 4.8757, 22.4708
O, 5.9994, 0.2581, 22.6933
O, 7.9288, 8.4195, 22.5173
Si, 9.5173, -0.1209, 17.0032
Si, 4.7098, 3.9685, 21.1085
Si, 5.4998, -0.0428, 17.1399
Si, 10.6785, 2.2711, 15.4956
Si, 9.1979, 2.3568, 12.6742
Si, 1.4124, 7.8597, 11.8271
Si, 8.7155, 9.6662, 14.3943
Si, 8.922, 4.3781, 16.8492
Si, 8.8923, 6.4528, 14.5914
Si, 1.753, 6.0213, 16.4344
Si, 6.8408, 0.2477, 12.6442
Si, 2.496, 2.6562, 19.0701
Si, 7.7181, 10.7473, 19.2826
Si, 5.1333, 2.4774, 13.8592
Si, 0.1962, 4.5507, 18.7724
Si, 0.605, 10.4772, 13.4159
Si, 2.9951, 8.13, 21.0391
Si, 4.9882, 4.658, 11.5767
Si, 3.5204, -0.1242, 19.5277
Si, 4.8817, 6.0773, 16.8548
Si, 5.8545, 1.0581, 21.3114
Si, 8.1738, 8.0918, 20.9666
Si, 7.954, 5.2173, 12.1341
Si, 2.797, 2.1335, 15.9884
Si, 9.4972, 7.3403, 10.4155
Si, 6.8248, 9.089, 10.4628
Si, 2.292, 10.0781, 15.9445
Si, 4.7631, 8.5997, 15.0779
Si, 0.5514, 8.5475, 17.4878
Si, 5.5722, 6.5383, 19.8312
Si, 6.1864, 3.1254, 16.3783
Si, 0.188, 7.0863, 20.2842
Si, 0.9714, 2.4173, 12.0848
Si, 0.8387, 5.3268, 13.6251
Si, 2.9601, 3.1466, 9.6933
Si, 4.463, 7.6708, 12.0135
O, 10.2838, 5.8272, 14.0322
O, 4.8425, 3.4652, 12.6427
O, 4.2209, 7.2466, 20.4194
O, 9.0127, 6.0103, 11.205
O, 3.8595, 2.6039, 14.8612
O, 6.5558, 10.5003, 11.217
O, 1.3344, 2.4569, 15.4019
O, 0.3974, 7.8624, 18.9033
O, 6.9501, 7.1638, 20.4205
O, 9.9368, 10.2359, 13.4758
O, 7.6262, 3.4344, 17.0323
O, 1.0532, 10.3072, 14.9505
O, 0.0885, 7.7678, 10.849
O, 8.005, 1.3314, 12.4076
O, 1.1847, 0.9653, 12.8486
O, 0.9613, 3.1803, 19.1636
O, 5.6863, 1.6032, 16.8682
O, 1.0207, 5.1166, 17.524
O, 3.0548, 0.5438, 16.0244
O, 4.2164, 10.5765, 18.0898
O, 5.5431, 2.6365, 21.5135
O, 4.7979, 8.4134, 13.4457
O, 5.3135, 4.5054, 16.6339
O, 8.9536, 0.3976, 18.4257
O, 1.7291, 9.6501, 17.3997
O, 4.454, 6.0557, 12.1837
O, 3.2031, 8.8813, 15.3857
O, 1.2256, 9.2491, 12.6081
O, 9.571, 4.5131, 18.3269
O, 2.9889, 2.7643, 17.4902
O, 10.4861, 1.0797, 16.5546
O, 6.6818, 10.3728, 18.1075
O, 4.6358, 0.3629, 20.5603
O, 6.3741, 2.9918, 14.7696
O, 10.0555, 3.6515, 15.9849
O, 2.866, 9.4809, 20.1583
O, 8.5926, 5.7693, 16.0526
O, 4.1151, 4.1559, 10.2901
O, 8.3356, 8.4762, 10.6854
O, 7.1628, 0.8801, 20.3624
O, 7.3545, 9.967, 13.581
O, 8.9096, 8.0777, 14.6993
O, 3.4369, 3.4686, 20.161
O, 9.9092, 2.0132, 14.0975
O, 1.409, 6.4622, 12.6353
O, 8.5939, 3.8292, 12.6111
O, 5.6574, 8.0767, 10.9809
O, 7.7361, 6.0744, 13.5029
O, 10.1412, 9.3486, 17.2066
O, 8.17, 9.4279, 20.0744
O, 0.2386, 5.4957, 20.0664
O, 0.907, 7.412, 16.3874
O, 0.9732, 3.8375, 12.9484
O, 8.5227, 10.5395, 15.7546
O, 2.1001, 2.5164, 10.9356
O, 9.6706, 7.4523, 20.883
O, 5.575, 4.9564, 20.1693
O, 2.9867, 8.0071, 11.3602
O, 10.3752, 2.2684, 11.5523
O, 1.7397, 5.3498, 14.971
O, 3.2697, 6.1587, 16.9499
O, 5.2784, 7.1808, 15.7095
O, 5.4811, 9.9052, 15.8149
O, 5.5407, 6.645, 18.2201
O, 6.5806, 4.9084, 11.3223
O, 5.5313, 1.0094, 13.2622
O, 2.4441, 1.0787, 19.4273
O, 1.5223, 7.4432, 21.121

Results
free energy: -49127.832 eV
free energy less fixed offsets of H -15.86, O -447.96, Si -113.29 eV per atom: -1.712 eV
gap between the highest filled and lowest empty level on this k mesh: 1.497 eV

The program warned: the cutoff lies below the one the program advises for these potential files; the forces do not sum to zero within the program's tolerance; the exchange-correlation potential is rough where the density is thin.
